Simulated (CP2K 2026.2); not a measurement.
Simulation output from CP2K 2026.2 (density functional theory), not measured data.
Periodic cell of 504 atoms, Si360O144, from a study of silicon, its oxide and their interface. The atomic structure is a simulated model.
Doubt: the forces sum to 0.75 eV/angstrom along one axis rather than to zero, so they err by at least 0.0015 eV/angstrom per atom on average; the grid cutoff is modest.

Settings: functional PBE; method Gaussian and plane waves; basis set DZVP-MOLOPT-SR-GTH; pseudopotentials GTH-PBE; grid cutoff 300 Ry, relative cutoff 40 Ry; k points Gamma only; occupations fixed; spin none; net charge 0.

Cell vectors (angstrom)
a	16.32	0	0
b	0	16.32	0
c	8.1346	6.0236	34.3931

Atoms and the computed forces on them: element, x, y, z (angstrom), force x, y, z (eV/angstrom)
Si	1.12	-1.037	0.027	0.017	-0.167	0.757
Si	3.764	1.575	0.042	0.206	-0.002	0.76
Si	1.58	3.823	-0.03	-0.111	0.17	0.768
Si	3.96	6.854	-0.005	0.203	-0.168	0.732
Si	1.692	-7.229	-0.141	-0.231	0.297	0.714
Si	4.379	-4.325	0.055	-0.157	0.055	0.804
Si	7.105	-1.453	0.015	-0.21	0.019	0.704
Si	9.34	1.576	0.091	0.161	-0.131	0.724
Si	7.168	3.795	0.222	-0.172	-0.044	0.755
Si	9.74	6.473	0.12	-0.056	0.197	0.715
Si	6.498	9.712	0.076	0.224	-0.044	0.764
Si	-7.065	-3.719	0.015	0.059	-0.197	0.77
Si	-3.892	-1.559	0.049	-0.143	0.207	0.758
Si	-1.117	1.155	-0.074	-0.209	0.121	0.767
Si	-4.417	4.307	0.286	0.08	0.031	0.697
Si	-1.661	7.029	0.139	0.148	-0.043	0.763
Si	-3.782	-7.039	0.203	-0.125	-0.007	0.706
Si	-1.671	-3.798	0.024	0.188	-0.126	0.743
Si	2.647	0.062	1.418	-0.02	0.006	-0.048
Si	5.435	2.67	1.331	-0.015	-0.017	-0.033
Si	2.731	5.372	1.326	-0.003	-0.003	-0.041
Si	5.425	8.095	1.372	-0.004	0.003	-0.044
Si	2.704	-5.513	1.204	0.014	-0.007	-0.039
Si	5.502	-2.677	1.293	0.005	-0.002	-0.046
Si	8.226	0.006	1.436	-0.005	0.01	-0.052
Si	-5.53	2.728	1.544	-0.008	0.007	-0.046
Si	8.249	5.367	1.546	0.013	-0.007	-0.043
Si	-5.436	8.113	1.384	-0.009	0.003	-0.04
Si	8.132	-5.391	1.278	0.012	-0.004	-0.044
Si	-5.464	-2.683	1.383	0.01	-0.008	-0.038
Si	-2.694	0.025	1.299	0.011	0.004	-0.044
Si	-0.006	2.71	1.304	0.015	-0.006	-0.047
Si	-2.794	5.485	1.471	0.002	0.014	-0.052
Si	0.048	8.14	1.308	-0.006	0.02	-0.043
Si	-2.646	-5.426	1.424	-0.011	0.006	-0.02
Si	-0.035	-2.67	1.288	-0.002	0.008	-0.065
Si	1.311	1.405	2.778	-0.012	0.015	0.04
Si	4.119	4.068	2.71	-0.001	0.006	0.012
Si	1.352	6.737	2.684	-0.012	0	0.022
Si	4.027	9.476	2.687	0.013	0.021	0.027
Si	1.356	-4.101	2.577	0.012	0.006	0.007
Si	4.077	-1.358	2.649	0.012	0.003	-0.003
Si	6.764	1.316	2.738	0.006	0.007	0.023
Si	9.513	4.048	2.966	0.005	-0.006	0.049
Si	6.819	6.789	2.739	-0.01	0.003	0.007
Si	9.5	-6.776	2.646	-0.003	0.014	0.014
Si	6.815	-4.045	2.712	-0.015	-0.011	0.022
Si	-6.745	-1.328	2.797	0.006	-0.008	0.018
Si	-4.049	1.352	2.716	-0.005	-0.022	0.004
Si	-1.366	4.07	2.683	0.004	0.003	0.01
Si	-4.117	6.822	2.846	-0.012	-0.002	0.052
Si	-1.246	-6.774	2.728	-0.006	-0.037	0.015
Si	-4.108	-4.099	2.718	-0.001	0.008	0.014
Si	-1.369	-1.337	2.714	0.001	0.008	0.026
Si	-0.022	0.003	4.104	-0.008	0.003	-0.006
Si	2.73	2.742	4.088	-0.006	-0.015	-0.015
Si	-0.009	5.414	4.064	0.022	0.002	0.015
Si	2.693	8.124	4.061	-0.008	0.018	-0.011
Si	0.063	-5.406	4.072	0.004	0.004	0.016
Si	2.716	-2.748	3.98	-0.024	-0.003	0.004
Si	5.414	-0.038	4.082	-0.001	0.012	-0.01
Si	8.088	2.668	4.171	0.004	0.008	-0.011
Si	5.447	5.436	4.091	-0.012	-0.013	-0.014
Si	8.165	-8.132	4.058	0.029	-0.008	-0.007
Si	5.417	-5.442	4.025	-0.001	-0.007	-0.034
Si	8.177	-2.714	4.097	0.005	-0.014	-0.015
Si	-5.387	0.017	4.129	-0.013	0.013	0.001
Si	-2.704	2.717	4.075	0.001	0.005	-0.013
Si	-5.425	5.447	4.221	0.011	-0.006	-0.004
Si	-2.677	8.199	4.086	0	0	-0.021
Si	-5.461	-5.456	4.065	0	-0.004	0.006
Si	-2.735	-2.716	4.062	0.01	0.013	-0.026
Si	1.384	-1.341	16.361	-0.012	0.017	0
Si	4.092	1.368	16.367	0.004	0.009	-0.004
Si	1.413	4.084	16.311	-0.002	0.004	-0.011
Si	4.085	6.769	16.34	-0.015	0.006	-0.008
Si	1.342	-6.834	16.264	-0.004	0.003	-0.019
Si	4.098	-4.062	16.333	0.002	0.01	-0.003
Si	6.806	-1.358	16.354	0.012	0.011	-0.007
Si	-6.825	1.344	16.338	-0.001	-0.029	-0.001
Si	6.764	4.048	16.382	-0.001	-0.019	-0.002
Si	-6.827	6.785	16.314	-0.009	0.005	-0.008
Si	6.774	-6.813	16.33	-0.008	-0.007	-0.009
Si	-6.809	-4.072	16.313	0.007	-0.002	-0.006
Si	-4.095	-1.349	16.27	-0.004	-0.008	-0.005
Si	-1.339	1.37	16.307	0.004	0.015	-0.011
Si	-4.101	4.058	16.318	0.001	-0.004	-0.001
Si	-1.329	6.832	16.265	-0.004	0	-0.015
Si	-4.079	9.542	16.285	0	-0.011	-0.001
Si	-1.338	-4.078	16.255	0.019	-0.008	-0.008
Si	2.776	-0.004	17.75	-0.008	-0.015	-0.002
Si	5.395	2.716	17.802	-0.004	-0.004	0.021
Si	2.737	5.425	17.737	0.017	-0.014	-0.002
Si	5.446	8.11	17.703	0.02	0.011	0.016
Si	2.681	-5.456	17.579	-0.012	-0.002	-0.001
Si	5.458	-2.708	17.734	-0.013	-0.005	-0.006
Si	8.162	-0.016	17.74	0	-0.009	0.019
Si	-5.477	2.699	17.7	0.002	-0.001	0
Si	8.131	5.432	17.699	-0.011	0.025	0
Si	-5.467	8.187	17.615	0.007	0.006	0.028
Si	8.108	-5.407	17.66	0.001	0.003	-0.019
Si	-5.425	-2.711	17.646	0	0.021	0.019
Si	-2.754	0.025	17.617	0.011	0	-0.004
Si	0.083	2.7	17.643	-0.007	0.002	0.009
Si	-2.695	5.466	17.566	0.002	0.004	-0.004
Si	0.022	-8.173	17.686	0	-0.008	0.017
Si	-2.657	-5.449	17.615	-0.01	0.009	0.002
Si	-0.034	-2.71	17.648	0.002	-0.009	0.021
Si	1.421	1.372	19.089	0.014	0.021	-0.013
Si	4.037	4.103	19.209	0.009	-0.001	-0.007
Si	1.361	6.78	19.082	-0.02	0.007	-0.015
Si	4.009	-6.817	18.928	-0.01	-0.014	-0.037
Si	1.334	-4.114	18.942	-0.02	0	-0.036
Si	4.127	-1.375	19.148	-0.011	0.029	-0.007
Si	6.773	1.316	19.125	0.009	-0.03	-0.025
Si	-6.829	4.084	19.052	0.013	-0.008	-0.011
Si	6.78	6.737	19.127	-0.02	-0.009	0.019
Si	-6.872	9.53	18.961	0.01	-0.01	-0.002
Si	6.805	-4.063	19.109	0.029	-0.005	-0.009
Si	9.546	-1.406	19.078	-0.005	0.016	-0.02
Si	-4.105	1.325	19.033	-0.005	-0.008	-0.01
Si	-1.293	4.122	18.873	0.009	0.021	-0.043
Si	-4.037	6.846	18.9	0.007	0.02	-0.047
Si	-1.324	-6.788	19.027	-0.001	0.012	-0.017
Si	-3.984	-4.052	18.927	0.019	0.013	-0.013
Si	-1.424	-1.323	18.973	0.003	-0.011	-0.03
Si	-0.014	-0.025	20.309	-0.005	-0.004	0.031
Si	2.681	2.726	20.607	-0.008	0.004	0.03
Si	-0.026	5.402	20.395	-0.006	-0.006	0.076
Si	2.699	8.2	20.385	0.004	0.012	0.066
Si	-0.01	-5.395	20.39	-0.001	0.01	0.06
Si	2.693	-2.815	20.33	-0.006	-0.007	0.056
Si	5.506	-0.092	20.611	0.04	0.019	0.032
Si	8.106	2.765	20.437	-0.012	-0.022	0.053
Si	5.406	5.448	20.629	-0.005	0.008	0.04
Si	8.15	8.164	20.407	-0.008	0.023	0.029
Si	5.319	-5.456	20.287	-0.008	0.011	0.042
Si	8.244	-2.793	20.521	0.006	-0.008	0.05
Si	-5.414	-0.045	20.47	-0.009	-0.027	0.02
Si	-2.66	2.774	20.161	-0.011	0.013	0.036
Si	-5.362	5.475	20.244	0.008	-0.015	0.056
Si	-2.694	-8.158	20.332	0.004	-0.019	0.044
Si	-5.383	-5.431	20.146	0.011	0.007	0.03
Si	-2.754	-2.655	20.387	-0.032	-0.019	0.038
Si	1.112	-1.646	21.563	0.034	0.085	-0.752
Si	4.322	1.537	21.848	-0.157	-0.181	-0.773
Si	0.918	3.805	21.854	0.378	0.128	-0.735
Si	4.22	7.151	21.827	-0.059	-0.274	-0.7
Si	1.548	-6.558	21.701	-0.198	-0.089	-0.779
Si	3.781	-4.386	21.706	0.086	0.163	-0.746
Si	7.252	-1.175	21.922	-0.362	-0.21	-0.744
Si	-7.004	1.204	21.654	0.226	0.082	-0.796
Si	6.557	3.789	21.921	0.103	0.283	-0.725
Si	-6.418	7.065	21.556	-0.215	-0.073	-0.715
Si	6.447	-6.992	21.585	0.201	-0.055	-0.686
Si	9.905	-4.043	21.675	-0.197	0.059	-0.654
Si	-4.341	-1.666	21.864	0.133	0.18	-0.734
Si	-1.229	1.554	21.509	-0.046	-0.106	-0.702
Si	-3.742	4.347	21.485	-0.091	-0.007	-0.795
Si	-1.601	6.576	21.668	0.137	0.178	-0.767
Si	-4.292	-6.94	21.513	0.271	0.033	-0.704
Si	-1.151	-3.762	21.659	-0.087	-0.22	-0.747
Si	5.565	-2.812	-6.702	-0.022	0.054	0.002
Si	1.029	-7.976	-2.964	-0.048	0.124	0.096
Si	-4.155	7.105	-4.831	0.091	-0.034	0.058
Si	2.53	-2.942	-2.009	0.001	0.049	0.125
Si	1.942	-0.414	-5.897	0.074	-0.09	-0.013
Si	2.207	1.996	-7.599	-0.121	0.022	-0.034
Si	5.814	2.837	-3.848	0.004	-0.02	0.074
Si	8.026	-0.822	-7.035	0.08	0.021	-0.049
Si	6.798	5.087	24.678	0.09	-0.166	-0.057
Si	7.191	-2.161	25.002	0.035	0.006	-0.13
Si	-2.217	4.938	-3.953	-0.106	0.058	0.197
Si	2.965	-0.398	23.852	0.058	0.015	-0.17
Si	7.574	2.124	-7.607	-0.074	-0.012	-0.056
Si	5.359	-7.95	-6.374	-0.06	-0.041	-0.063
Si	2.396	-7.293	-5.581	0.082	-0.103	-0.054
Si	-5.169	2.577	23.711	0.058	-0.094	-0.11
Si	1.194	-4.512	-6.481	-0.046	-0.025	-0.131
Si	5.509	0.192	-2.174	0.014	0.083	0.121
Si	-6.337	0.216	-4.921	0.007	0.003	-0.01
Si	-5.718	-5.704	-1.831	0.005	0.033	0.142
Si	-6.881	-3.4	26.719	0.073	0.046	0.025
Si	-5.359	3.527	26.456	0.064	0.014	0.108
Si	-7.94	-7.955	-1.906	-0.021	-0.072	0.035
Si	-2.33	-1.788	-7.006	0.058	-0.014	-0.074
Si	-1.517	0.465	26.61	0.027	0.102	-0.169
Si	-7.922	-6.082	23.597	0.112	-0.052	-0.193
Si	-3.912	-4.379	26.455	-0.012	-0.012	0.016
Si	-2.638	-5.512	23.741	0.011	0.024	-0.139
Si	-7.281	7.145	24.287	-0.06	0.012	-0.119
Si	5.652	5.236	-2.12	-0.165	0.053	0.07
Si	1.538	4.181	24.864	-0.11	-0.019	-0.053
Si	-6.633	5.626	-5.32	-0.017	0.123	0.002
Si	-4.008	-6.105	-4.22	0.009	-0.055	0.01
Si	-1.402	-5.854	-7.284	-0.026	0.03	0.143
Si	7.205	7.027	-4.256	0.096	-0.003	0.021
Si	-0.142	-4.06	-2.627	-0.122	0.06	0.063
Si	4.85	3.222	-6.718	0.053	0.083	0.121
Si	-3.075	2.551	-2.032	0.07	-0.062	0.085
Si	-1.185	-6.442	-4.187	-0.074	0.036	-0.023
Si	-5.163	0.263	-2.18	-0.012	0.081	0.199
Si	-3.051	0.327	23.856	-0.046	-0.059	-0.15
Si	4.462	-3.051	24.487	-0.002	-0.017	-0.079
Si	-8.064	-5.947	26.557	-0.062	-0.041	0.114
Si	3.84	6.113	24.619	-0.129	0.099	-0.098
Si	-3.956	0.913	-6.951	-0.066	-0.075	-0.111
Si	-7.626	2.94	-4.979	-0.09	-0.066	-0.017
Si	4.116	-1.696	-4.26	-0.009	0.05	-0.01
Si	-0.083	-2.221	-4.844	-0.058	-0.008	-0.016
Si	1.531	1.244	25.998	-0.067	0.067	-0.034
Si	-0.413	-7.793	23.808	-0.05	0.026	-0.219
Si	-4.627	5.852	-7.467	-0.015	0.017	0.081
Si	-3.965	-4.364	-6.802	0.007	-0.065	-0.052
Si	-2.643	3.698	-6.8	-0.035	0.025	-0.021
Si	0.074	5.641	-2.115	-0.026	-0.033	0.159
Si	1.37	-1.386	5.391	0.007	-0.004	0.003
Si	4.069	1.348	5.434	0.006	0.012	0.012
Si	1.363	4.088	5.445	0	-0.002	0.01
Si	4.073	6.796	5.433	-0.006	0.006	0.004
Si	1.377	9.516	5.431	0.001	-0.005	0.014
Si	4.065	-4.084	5.391	0.009	-0.001	-0.002
Si	6.795	-1.372	5.445	0.003	-0.009	0.006
Si	9.522	1.341	5.477	0.007	0.008	0.009
Si	6.767	4.077	5.488	-0.006	-0.01	0.022
Si	9.5	6.837	5.476	-0.007	-0.003	0.009
Si	6.786	-6.786	5.409	-0.01	0.003	-0.006
Si	9.521	-4.09	5.444	0.007	0.003	0.006
Si	-4.06	-1.369	5.468	0.014	0.002	0.009
Si	-1.367	1.362	5.461	0.001	-0.009	0.002
Si	-4.041	4.062	5.488	0.003	0.007	0.015
Si	-1.348	6.797	5.432	-0.009	-0.008	0.007
Si	-4.071	-6.784	5.433	-0.004	-0.001	0.008
Si	-1.348	-4.068	5.411	-0.012	-0.006	0.008
Si	2.712	-0.023	6.779	0.007	-0.011	0
Si	5.412	2.705	6.822	-0.005	0.009	0.002
Si	2.717	5.447	6.806	-0.001	-0.001	0.007
Si	5.44	-8.155	6.781	-0.003	-0.002	0.006
Si	2.735	-5.442	6.785	-0.004	-0.011	0.004
Si	5.424	-2.737	6.78	0	-0.003	0.004
Si	8.158	-0.022	6.818	0	0.003	0
Si	10.883	2.714	6.824	0.004	0.005	0
Si	8.147	5.45	6.817	-0.002	0.009	0
Si	10.89	-8.141	6.811	0.005	-0.003	-0.006
Si	8.147	-5.443	6.791	0.007	0.005	-0.001
Si	10.882	-2.73	6.807	-0.004	-0.007	0.007
Si	-2.715	0.001	6.824	-0.003	0.007	0.008
Si	0.008	2.72	6.805	-0.003	-0.003	0.006
Si	-2.692	5.443	6.82	0.004	-0.014	0.003
Si	0.006	8.164	6.792	-0.001	0.011	0.001
Si	-2.711	-5.423	6.786	-0.002	0.003	0.003
Si	0.011	-2.719	6.781	-0.004	0	-0.005
Si	1.364	1.345	8.15	-0.008	0.003	-0.004
Si	4.064	4.077	8.171	-0.007	-0.01	0.003
Si	1.362	6.809	8.163	0.002	0.006	-0.002
Si	4.089	-6.797	8.152	0.005	0.011	0.002
Si	1.366	-4.084	8.143	-0.004	-0.001	-0.006
Si	4.077	-1.37	8.146	-0.001	0	-0.004
Si	6.798	1.353	8.165	0.006	0.008	-0.004
Si	9.521	4.088	8.166	0.008	0.002	-0.002
Si	6.787	6.809	8.164	0.003	-0.008	-0.002
Si	9.514	-6.791	8.16	0.005	-0.002	-0.002
Si	6.79	-4.085	8.151	-0.002	-0.009	0.002
Si	9.519	-1.377	8.173	-0.003	-0.008	0.001
Si	-4.082	1.354	8.181	-0.006	-0.011	-0.004
Si	-1.343	4.078	8.176	0.008	0.014	0.001
Si	-4.076	6.801	8.161	-0.004	0.001	-0.001
Si	-1.36	-6.796	8.147	-0.012	-0.012	-0.006
Si	-4.071	-4.079	8.163	0.009	0.004	-0.001
Si	-1.341	-1.36	8.16	-0.001	0.007	-0.002
Si	0.009	0	9.526	0.001	-0.009	-0.002
Si	2.714	2.707	9.52	-0.006	0.001	-0.001
Si	0.012	5.441	9.528	-0.002	-0.009	0.001
Si	2.728	-8.154	9.516	-0.003	0.001	0
Si	0.004	-5.439	9.506	-0.003	-0.003	-0.002
Si	2.722	-2.725	9.513	-0.003	0	-0.003
Si	5.435	-0.011	9.514	-0.003	-0.008	-0.002
Si	8.16	2.72	9.518	0.006	0.008	-0.001
Si	5.435	5.439	9.519	0	0.008	-0.001
Si	8.158	-8.158	9.522	0.004	-0.003	-0.003
Si	5.443	-5.443	9.522	0.005	-0.004	-0.001
Si	8.148	-2.729	9.521	0.002	-0.006	-0.003
Si	-5.444	-0.008	9.53	0.003	0.014	-0.001
Si	-2.717	2.722	9.53	-0.004	-0.001	-0.005
Si	-5.437	5.444	9.525	0	0.002	0.002
Si	-2.717	-8.156	9.515	-0.001	0.004	0
Si	-5.444	-5.436	9.517	-0.003	-0.002	0
Si	-2.71	-2.715	9.516	0.001	0.002	-0.001
Si	1.372	-1.361	10.88	0.001	-0.002	0.003
Si	4.082	1.353	10.877	0.001	0.008	-0.004
Si	1.364	4.07	10.883	-0.004	0.004	0
Si	4.083	-9.52	10.878	-0.003	-0.003	0
Si	1.365	-6.794	10.871	-0.004	0.002	0
Si	4.085	-4.079	10.879	-0.001	-0.007	0
Si	6.791	-1.365	10.881	0.007	0.004	0
Si	9.515	1.359	10.882	0.004	-0.005	0.001
Si	6.8	4.08	10.877	0.002	-0.006	-0.001
Si	9.514	-9.522	10.884	0.006	-0.001	0.006
Si	6.8	-6.803	10.887	0.006	0.002	0.005
Si	9.514	-4.082	10.879	0	-0.002	0.001
Si	-4.073	-1.359	10.881	-0.001	-0.006	-0.001
Si	-1.354	1.361	10.885	0.001	0.001	0.003
Si	-4.081	4.082	10.888	-0.005	0.004	0.001
Si	-1.358	6.801	10.876	-0.003	0.002	-0.004
Si	-4.087	-6.804	10.871	-0.001	-0.005	-0.002
Si	-1.35	-4.076	10.87	-0.005	-0.001	-0.005
Si	2.729	-0.001	12.246	0	-0.002	0.003
Si	5.446	2.711	12.233	0.004	0.003	0.001
Si	2.735	5.426	12.231	-0.002	-0.003	0.001
Si	5.44	-8.166	12.247	0	-0.004	0.001
Si	2.728	-5.44	12.236	0	0.003	-0.003
Si	5.436	-2.719	12.253	-0.001	-0.004	0.004
Si	8.147	0.002	12.237	0.001	0.005	0.003
Si	10.871	2.721	12.244	0.003	-0.002	0
Si	8.153	5.436	12.246	0	-0.001	0
Si	10.876	-8.163	12.241	-0.001	0.005	0.002
Si	8.158	-5.44	12.245	0.01	-0.002	0
Si	10.871	-2.713	12.229	0	0	0.002
Si	-2.713	0.001	12.243	-0.007	0.005	0.002
Si	0.004	2.718	12.25	-0.002	0.002	0.003
Si	-2.717	5.443	12.243	0.003	0	-0.001
Si	0.01	8.159	12.226	-0.006	-0.005	0.004
Si	-2.727	-5.433	12.213	-0.003	-0.004	-0.003
Si	0.012	-2.721	12.236	-0.004	-0.004	0.006
Si	1.372	1.36	13.607	-0.006	0.012	0.002
Si	4.095	4.068	13.595	0.006	-0.009	-0.005
Si	1.377	6.79	13.576	0.003	-0.009	0
Si	4.078	-6.804	13.602	-0.004	0	-0.004
Si	1.384	-4.07	13.597	0.003	-0.015	0.003
Si	4.089	-1.347	13.62	-0.005	0.009	0.009
Si	6.794	1.357	13.609	0.001	-0.003	0.001
Si	9.497	4.066	13.612	0.002	0	0.006
Si	6.791	-9.532	13.615	-0.003	0.001	0.005
Si	9.515	-6.803	13.601	0.002	-0.005	0.001
Si	6.798	-4.083	13.609	0.008	-0.005	0.007
Si	9.506	-1.356	13.59	0.003	0.006	-0.003
Si	-4.08	1.363	13.596	-0.003	-0.001	0.005
Si	-1.353	4.086	13.604	-0.012	0.005	0.003
Si	-4.088	6.791	13.603	0.005	0.002	0.005
Si	-1.366	9.527	13.559	-0.006	0.012	-0.005
Si	-4.087	-4.075	13.575	-0.007	0.004	-0.002
Si	-1.343	-1.358	13.596	0.004	-0.01	0.007
Si	0.021	-0.005	14.968	0.005	0.002	0.001
Si	2.751	2.709	14.962	0	0.006	-0.001
Si	0.034	5.44	14.949	0.006	0.002	-0.003
Si	2.734	8.128	14.952	-0.003	-0.004	-0.009
Si	0.007	-5.45	14.909	-0.011	-0.007	-0.006
Si	2.73	-2.704	14.979	0.001	-0.003	0.008
Si	5.449	0.01	14.994	-0.003	0.001	-0.001
Si	8.132	2.712	14.991	-0.003	-0.005	-0.002
Si	5.44	5.411	14.98	-0.003	-0.005	0.006
Si	8.147	-8.158	14.962	0.008	0.005	0.001
Si	5.43	-5.443	14.965	0.004	-0.011	0.002
Si	8.152	-2.709	14.964	0.002	0.005	-0.001
Si	-5.463	0.014	14.943	0.004	0.001	-0.007
Si	-2.717	2.722	14.955	0.001	0	0.001
Si	-5.459	5.424	14.96	-0.008	-0.001	0.004
Si	-2.718	8.177	14.927	0.008	0.009	-0.001
Si	-5.448	-5.424	14.942	0.006	0.004	-0.003
Si	-2.725	-2.718	14.929	-0.007	-0.002	-0.005
O	-7.575	-7.652	23.804	-0.019	-0.046	-0.033
O	3.961	-7.251	-5.958	-0.051	0.435	0.02
O	1.908	-0.996	22.806	-0.043	0.115	0.287
O	-6.439	1.903	23.004	-0.218	0.145	0.502
O	4.472	-3.764	23.039	0.098	0.014	-0.082
O	-3.776	3.765	26.699	0.418	0.381	-0.48
O	2.701	2.711	-0.502	-0.027	0.1	-0.356
O	6.68	4.681	-1.029	0.11	0.307	-0.075
O	-4.36	3.512	22.707	0.1	0.018	0.182
O	-5.46	5.384	-0.394	0.21	-0.065	-0.246
O	-4.422	-6.178	-1.012	0.415	0.528	-0.163
O	5.372	5.741	24.37	0.098	0.053	-0.068
O	-6.298	-4.295	-1.308	0.289	0.164	-0.196
O	1.372	-4.057	-2.066	0.155	-0.478	0.164
O	-3.825	-6.122	22.838	-0.425	-0.1	0.25
O	-7.122	1.533	-4.399	-0.073	-0.176	0.425
O	3.806	-3.568	-1.263	0.051	0.011	-0.515
O	-6.314	0.952	-1.263	0.077	0.012	-0.474
O	7.009	-7.439	-1.231	-0.36	-0.259	-0.276
O	1.104	4.483	23.329	-0.117	0.368	0.202
O	-2.083	0.898	22.711	0.153	-0.091	0.194
O	0.891	4.455	-1.374	-0.214	0.007	-0.4
O	-1.896	-4.284	23.006	-0.078	0.007	0.499
O	1.951	-1.638	-1.243	0.236	0.165	-0.408
O	-6.136	7.211	25.409	0.428	-0.374	-0.079
O	7.217	4.251	23.35	0.581	0.015	0.116
O	3.048	4.745	24.96	0.384	-0.416	0.029
O	-6.595	4.139	-4.681	0.383	-0.027	0.415
O	-6.833	6.34	22.96	0.058	-0.503	0.022
O	1.602	7.992	-6.534	-0.128	0.119	0.11
O	-4.493	-0.931	-1.325	0.041	-0.288	-0.268
O	-1.257	3.563	-7.604	0.012	-0.409	-0.45
O	-3.778	4.487	-7.636	-0.284	-0.416	-0.228
O	5.4	-8.089	22.221	0.23	0.007	0.153
O	5.031	-0.962	-3.175	0.297	-0.194	-0.139
O	0.007	0.042	-0.534	0.036	-0.005	-0.481
O	-1.122	-4.386	-1.392	-0.231	-0.633	-0.071
O	7.115	-1.785	23.426	-0.154	-0.226	0.19
O	5.439	-5.471	-0.453	-0.175	0.104	-0.494
O	2.901	8.023	-0.433	-0.016	-0.075	-0.453
O	0.873	-7.216	23.027	0.347	-0.077	0.295
O	-3.851	6.794	-6.394	0.339	0.129	-0.218
O	-3.732	-1.033	23.258	-0.041	-0.099	0.564
O	5.926	-3.17	25.183	0.052	-0.505	0.376
O	5.427	2.66	22.306	0.109	-0.142	0.197
O	2.216	-7.691	-4.022	0.494	0.015	-0.052
O	-5.471	-4.019	26.204	-0.246	-0.073	-0.098
O	3.677	7.098	25.898	-0.279	0.308	-0.118
O	-2.892	-0.291	-6.873	0.124	-0.014	-0.016
O	-2.827	-2.718	-0.395	0.066	0.079	-0.223
O	-0.985	7.231	23.026	-0.016	-0.485	0.31
O	-5.356	-8.084	21.99	-0.026	-0.099	0.374
O	-3.27	-4.976	25.108	-0.11	0.081	0.055
O	-4.193	1.401	24.242	-0.06	0.019	0.39
O	2.389	-3.961	-7.41	0.414	-0.281	-0.202
O	-5.678	3.545	24.886	-0.335	0.409	-0.193
O	1.952	-1.346	-7.224	-0.447	0.017	-0.411
O	7.8	6.331	24.923	-0.065	0.351	0.61
O	-8.112	2.671	-0.375	-0.053	-0.133	-0.335
O	-4.059	1.387	-2.573	0.188	-0.315	-0.399
O	-0.461	-2.617	-3.316	-0.25	0.428	0.259
O	-5.182	0.626	-5.961	-0.103	-0.032	-0.061
O	4.443	4.792	-6.774	0.177	0.192	0.31
O	-1.732	1.848	-1.431	0.324	-0.028	-0.496
O	8.112	8.117	-3.472	0.339	0.22	-0.393
O	2.99	-2.557	-3.497	-0.321	-0.175	-0.248
O	-5.622	6.533	-4.45	-0.169	0.174	0.443
O	-2.835	-5.177	-7.637	-0.035	-0.002	-0.433
O	-5.737	-0.399	-3.547	-0.023	-0.562	-0.145
O	-0.014	-2.686	22.152	0.006	0.036	0.445
O	-2.803	3.656	-3.16	-0.187	-0.126	-0.133
O	0.719	-0.822	-4.923	-0.129	0.488	0.266
O	-8.064	0.081	22.163	-0.152	0.098	0.623
O	-8.147	-2.595	-0.512	-0.01	-0.034	-0.422
O	-2.14	0.097	25.16	0.217	-0.256	-0.089
O	-7.697	-2.759	25.463	0.336	-0.053	-0.263
O	4.934	2.684	-5.195	-0.416	-0.137	-0.098
O	-0.173	-4.795	-7.307	-0.103	0.13	-0.46
O	-1.076	6.226	-1.142	-0.226	-0.065	-0.124
O	1.73	-5.849	-5.785	-0.214	0.244	0.336
O	6.635	-0.508	-1.241	0.179	0.234	-0.284
O	-3.591	-2.8	-6.953	-0.308	0.297	-0.072
O	5.878	-4.342	-7.079	-0.433	0.039	0.361
O	-2.723	-8.151	-0.391	0.102	0.24	-0.177
O	-0.412	-7.767	-3.687	-0.334	-0.55	0.018
O	-1.555	-6.676	23.938	-0.165	-0.14	0.194
O	-5.385	-2.886	22.276	-0.071	-0.08	0.486
O	4.52	6.117	-1.364	-0.257	-0.132	-0.438
O	0.903	-3.367	-5.396	0.226	-0.221	0.027
O	2.094	0.026	25.123	-0.083	-0.258	0.268
O	-0.282	-5.183	-3.766	0.64	-0.04	-0.197
O	-2.6	-6.235	-3.434	-0.031	0.085	0.675
O	7.272	0.604	-7.144	-0.339	-0.073	0.049
O	-0.152	2.602	22.149	0.069	-0.075	0.315
O	-1.411	-2.145	-5.739	-0.242	-0.094	0.222
O	6.503	6.117	-3.143	0.137	-0.029	0.088
O	-7.325	-0.795	-5.725	-0.051	-0.547	0.443
O	-1.41	-6.523	-5.795	-0.051	-0.466	0.044
O	-5.258	-5.595	-3.354	-0.267	0.414	-0.568
O	1.729	1.111	-6.341	-0.223	0.208	0.405
O	-8.094	-5.434	25.036	-0.23	0.663	0.021
O	1.343	3.343	-7.59	0.231	0.233	0.114
O	-7.382	7.025	-1.19	0.089	-0.099	-0.331
O	-0.699	5.145	-3.439	0.284	-0.188	-0.349
O	-6.111	5.584	-6.86	-0.318	-0.034	-0.474
O	-2.708	5.451	22.12	-0.076	-0.073	0.397
O	5.066	7.256	-7.508	0.232	0.159	-0.335
O	2.672	-5.481	22.217	0.072	0.088	0.335
O	0.058	0.848	26.534	0.076	-0.094	0.139
O	3.369	-0.579	-5.156	0.299	0.476	-0.016
O	6.23	3.001	-7.52	-0.125	0.435	-0.326
O	-3.78	3.359	-0.848	-0.04	0.034	0.073
O	-3.213	2.243	-6.453	-0.06	-0.067	0.542
O	3.703	0.895	23.217	-0.238	0.119	0.26
O	7.001	-6.054	22.798	-0.228	0.363	0.282
O	-6.858	-6.807	-1.668	0.154	-0.052	0.35
O	4.308	0.737	-1.242	-0.222	-0.115	-0.35
O	5.013	-2.673	-5.184	0.148	-0.328	0.228
O	1.455	2.594	25.115	-0.091	-0.122	-0.162
O	5.074	3.947	-2.919	-0.379	-0.202	-0.085
O	0.015	8.125	25.305	0.343	0.092	0.165
O	-8.141	6.204	-5.253	-0.132	-0.068	-0.305
O	3.391	-3.738	25.484	-0.452	-0.022	-0.071
O	6.009	7.684	-5.081	-0.287	-0.002	0.233
O	-3.074	6.337	-3.873	-0.02	0.087	0.547
O	0.645	4.939	25.976	-0.116	0.108	-0.089
O	6.926	-1.973	-6.856	0.075	-0.129	-0.01
O	-4.257	-7.613	-4.736	-0.202	-0.052	-0.266
O	6.67	4.156	26.005	0.325	-0.34	-0.087
O	6.025	1.449	-3.048	0.171	0.053	0.054
O	6.439	-6.873	-6.887	0.429	-0.197	0.29
O	-6.867	-5.125	22.825	0.271	-0.277	0.336
O	4.07	-1.497	24.26	0.352	0.214	0.058
O	3.392	6.777	23.204	-0.296	0.215	0.139
O	3.761	2.34	-7.488	0.189	-0.412	-0.448
O	7.282	3.334	-4.307	0.186	0.262	0.065
O	1.102	-6.995	-1.657	-0.325	0.376	-0.191
O	-5.509	-4.556	-7.228	-0.267	0.304	0.157
O	-3.846	-4.938	-5.309	0.033	0.372	0.161
O	0.399	5.713	-7.002	-0.211	0.08	0.55
O	-2.239	4.515	-5.489	0.298	0.077	-0.155
O	-7.695	2.799	-6.592	0.337	0.374	-0.291
O	1.126	6.803	-2.49	0.705	0.014	0.199
O	6.96	-0.888	25.943	-0.113	0.007	0.17

Results
total energy: -101659.015 eV
total energy less fixed offsets of O -438.25, Si -107.07 eV per atom: -5.815 eV
